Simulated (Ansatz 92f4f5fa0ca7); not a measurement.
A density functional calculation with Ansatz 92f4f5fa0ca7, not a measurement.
Periodic cell of 222 atoms, Si131O89P2, from a study of silicon, its oxide and their interface. The atomic structure is a simulated model.
Doubt: the cutoff is far below the 930 eV that the study's wrapper takes by default for these files, so forces and energies are approximate.
This geometry differs little from another in the collection (a relaxation step or a small displacement).

Settings
functional: PBE
potential files: Ansatz PAW
basis: plane waves
wave-function cutoff: 580 eV
density cutoff ratio: 5
exchange-correlation grid ratio: 1
k mesh: 1 x 1 x 1, Gamma-centred
self-consistency stop: 5e-08 eV per atom in the density residual
occupations: fixed
spin: none
net charge: 0

Cell vectors (angstrom)
a 10.938 0 0
b 0 10.938 0
c 0 0 32.1988

Atoms: element, x, y, z (angstrom)
Si 10.4703 0.2857 24.8063
Si 5.6974 10.6536 24.7296
Si 2.5154 2.9493 24.6518
Si 8.3504 2.5902 24.9292
Si 0.3271 5.2392 24.7582
P 5.0835 5.7891 24.7936
P 2.9227 8.0823 24.365
Si 7.9104 8.3985 24.7324
Si 1.3245 1.3614 25.9738
Si 6.8039 1.297 26.1418
Si 4.1257 4.1033 26.0266
Si 9.6532 4.1286 26.1308
Si 1.4998 6.9349 25.9323
Si 6.7677 6.7577 26.0365
Si 4.0402 9.4509 25.9375
Si 9.4525 9.5637 26.1311
Si 2.7195 -0.0345 27.3058
Si 8.1581 -0.0221 27.5472
Si 0.0279 2.7011 27.4647
Si 5.4397 2.7122 27.4209
Si 2.7516 5.5023 27.3885
Si 8.2186 5.4795 27.4125
Si 0.0201 8.1934 27.345
Si 5.4203 8.1658 27.404
Si 4.0584 1.3369 28.7466
Si 9.5779 1.3575 28.8314
Si 1.3825 4.1156 28.7737
Si 6.839 4.0921 28.7673
Si 4.0927 6.8234 28.8046
Si 9.588 6.849 28.7601
Si 1.3646 9.5705 28.7357
Si 6.7753 9.5324 28.8207
Si 0.0157 -0.0167 30.1528
Si 5.4391 0.0056 30.1522
Si 2.7354 2.7337 30.1382
Si 8.2012 2.7379 30.1561
Si 0.0021 5.4713 30.1406
Si 5.4766 5.4603 30.1488
Si 2.7224 8.2114 30.14
Si 8.2071 8.1949 30.1468
Si 1.3673 1.3673 31.515
Si 6.8362 1.3673 31.515
Si 4.1018 4.1018 31.515
Si 9.5708 4.1018 31.515
Si 1.3673 6.8362 31.515
Si 6.8362 6.8362 31.515
Si 4.1018 9.5708 31.515
Si 9.5708 9.5708 31.515
Si 2.7345 0 0.6835
Si 8.2035 0 0.6835
Si 0 2.7345 0.6835
Si 5.469 2.7345 0.6835
Si 2.7345 5.469 0.6835
Si 8.2035 5.469 0.6835
Si 0 8.2035 0.6835
Si 5.469 8.2035 0.6835
Si 4.118 1.3647 2.0557
Si 9.5612 1.363 2.0531
Si 1.364 4.1255 2.0371
Si 6.8462 4.0889 2.059
Si 4.1023 6.8315 2.0536
Si 9.575 6.8404 2.052
Si 1.3762 9.5564 2.0511
Si 6.8247 9.5962 2.0499
Si -0.01 -0.0245 3.3895
Si 5.4852 0.019 3.4698
Si 2.7707 2.79 3.3659
Si 8.1879 2.7045 3.4503
Si 0.0155 5.4859 3.4331
Si 5.4797 5.4707 3.4075
Si 2.7636 8.2141 3.4447
Si 8.203 8.2327 3.3806
Si 1.3839 1.4037 4.633
Si 6.8386 1.3595 4.9071
Si 4.1497 4.0961 4.8022
Si 9.5682 4.0951 4.7622
Si 1.4058 6.8432 4.8178
Si 6.8172 6.899 4.7282
Si 4.1276 9.5877 4.8451
Si 9.5499 9.5621 4.7888
Si 2.7389 0.1245 6.0576
Si 8.1993 -0.0491 6.2647
Si 0.0189 2.6869 6.0449
Si 5.4688 2.7385 6.2905
Si 2.8084 5.4906 6.1767
Si 8.1652 5.4947 6.0385
Si 0.0048 8.2003 6.1542
Si 5.5189 8.2339 6.2328
Si 3.827 1.5888 7.6001
Si 9.8291 1.1546 7.4535
Si 1.6203 3.8171 7.311
Si 6.6409 4.4338 7.4755
Si 4.3938 6.648 7.5485
Si 9.354 6.9649 7.4029
Si 1.1328 9.935 7.2916
Si 7.1489 9.2439 7.6688
O 8.3007 8.1039 7.9189
O 2.7065 2.7513 7.9497
O 9.4322 1.489 24.3601
O 0.0199 0.0403 7.9574
O 5.5146 5.524 8.0331
O 6.8167 9.535 24.2111
O 1.4161 4.1092 24.1993
O 3.8467 7.4005 8.9379
O 0.8145 4.3984 8.6074
O 9.8014 6.1848 8.7937
O 2.1115 9.4056 8.4967
O 7.5031 3.947 8.7961
O 4.2563 0.9481 9.0719
O 6.7156 9.58 9.2219
O 9.1976 1.871 8.7996
O 7.6337 3.3256 23.6492
O 10.505 5.8403 23.4327
O 5.1165 0.4558 23.3809
O 5.7274 5.1976 23.3874
O 3.1219 2.2381 23.2816
O 2.043 9.2545 23.5231
O 8.6229 7.7516 23.3914
O -0.2331 10.5168 23.348
Si 4.408 1.6093 22.4747
Si 3.4697 7.964 14.0317
Si 7.087 1.0057 14.6614
Si 0.7603 9.5357 22.5343
Si 1.1627 4.3409 11.8831
Si 6.2455 9.0103 15.3115
Si 0.6561 1.4011 12.3077
Si 8.5876 5.0179 20.535
Si 0.3147 5.7346 9.3608
Si 5.0728 3.1841 17.9368
Si 0.8477 3.7963 16.7575
Si 10.3509 2.9059 19.2287
Si 5.2659 1.2122 10.3497
Si 0.8513 0.2541 19.8261
Si 6.6286 9.4903 10.8605
Si 9.307 9.7417 18.3108
Si 9.3739 9.2803 12.5606
Si 6.5192 3.9531 22.6567
Si 2.43 8.0929 9.3818
Si 10.5623 7.4204 17.0891
Si 2.4827 6.3405 16.5871
Si 10.1572 4.5362 14.1876
Si 6.1104 9.2459 18.5073
Si 7.9598 2.5953 9.5757
Si 8.8592 2.1874 12.4524
Si 5.3104 6.3064 18.0701
Si 3.9013 0.6241 19.4628
Si 4.2581 3.8724 12.045
Si 5.5258 6.6343 12.1403
Si 7.978 2.5581 17.2167
Si 4.3308 2.5253 14.9677
Si 1.506 1.2599 15.2739
Si 1.5532 9.4454 12.0424
Si 8.0315 6.8927 13.8656
Si 10.3527 9.8773 15.4814
Si 9.8303 7.0328 22.5578
Si 8.0744 5.5388 17.4306
O 6.0303 7.9908 11.2934
O 5.9964 9.2549 16.8895
O 7.6509 1.4167 13.1937
O 0.866 1.7865 13.8777
O 9.4023 6.3023 16.9149
O 6.7428 6.2347 13.1405
O 5.1045 4.7192 18.6083
O 9.1935 2.2034 18.2676
O 2.3425 0.1722 19.0796
O 9.3668 10.2778 16.7453
O 2.77 4.4699 11.7044
O 5.0373 10.3863 19.0896
O 9.4019 3.2898 13.4915
O 0.4233 1.8394 19.9524
O 3.1198 1.4145 15.084
O 8.0972 5.4251 19.0485
O 3.8623 6.6559 17.3996
O 4.5574 3.3422 16.3777
O 9.0488 5.7166 14.3216
O 5.462 2.8193 22.1741
O 10.647 4.1954 15.6868
O 0.2869 3.9344 18.2862
O 10.3967 10.597 19.1818
O 9.6279 10.0613 14.0173
O 10.9565 8.1376 22.1406
O 1.1526 2.2103 16.5456
O 9.6551 3.7829 20.4215
O 8.1018 4.0913 16.6943
O -0.0585 9.1342 11.8966
O 6.5524 2.471 18.0087
O 5.5655 10.7458 11.1952
O 7.7206 9.655 18.8371
O 10.0065 1.0619 12.0705
O 1.295 6.9868 9.074
O 0.6087 4.8036 13.353
O 5.6756 7.6868 18.9835
O 5.2194 5.1193 11.5202
O 2.6927 7.0226 15.1213
O 0.8965 2.7744 11.4753
O 0.8311 10.729 15.5605
O 2.3941 8.6212 10.9138
O 4.6808 2.4636 11.2699
O 4.2257 3.5456 13.6752
O 2.1697 4.7304 16.5078
O 10.6723 8.2902 15.7016
O 6.9098 10.3366 14.6627
O 2.3194 8.9835 13.4266
O 7.9962 1.5815 15.9034
O 4.1104 7.0268 12.8611
O 4.1439 2.0777 18.7177
O 7.2639 4.5554 21.355
O 8.401 2.962 11.0977
O 1.1533 6.9194 17.3667
O 5.615 1.6054 14.7593
O 8.1144 9.792 11.5813
O 9.2453 6.3418 21.2118
O 8.938 7.751 12.8477
O 1.6309 0.1535 11.8916
O 6.6174 6.2117 17.0685
O 7.3769 7.8481 15.034
O 1.1628 10.3659 21.1997
O 10.0075 8.2672 18.3599
O 3.9621 0.9177 21.0746
O 0.3146 5.3583 10.93
O 6.6851 1.5991 9.6451
O 4.7566 8.7468 14.6788

Results
free energy: -135405.335 eV
free energy less fixed offsets of O -568.88, P -755.39, Si -635.61 eV per atom: 0.675 eV

Forces (eV/angstrom), in the order of the atoms: element, x, y, z
Si -0.0261 0.0209 -0.0675
Si -0.002 0.0011 0.0025
Si -0.0037 0.0094 -0.0043
Si -0.0094 0.0098 0.0168
Si -0.0037 -0.0041 0.0078
P 0.0118 0.0152 -0.0089
P -0.0079 -0.0131 -0.0064
Si -0.0027 0.0041 -0.0067
Si -0.0006 0.0064 0.0123
Si 0.0099 -0.0016 0.0014
Si 0.0003 -0.0104 0.0026
Si 0.0052 -0.0113 0.0007
Si 0.0069 -0.0003 -0.0058
Si 0.0042 -0.0044 0.0107
Si -0.003 -0.0019 0
Si -0.0146 -0.0081 0.0108
Si 0.0048 0.001 0.0033
Si 0.0082 0.0111 -0.0214
Si -0.0082 0.0011 -0.0186
Si -0.0089 -0.002 0.0001
Si 0.0019 -0.0037 -0.0079
Si 0.0002 0.0115 -0.0036
Si -0.001 -0.0003 -0.0004
Si 0.0039 -0.0002 -0.0068
Si -0.0007 0.003 0.0009
Si -0.0012 -0.0008 0.0073
Si 0.0079 -0.002 0.0041
Si 0.0015 -0.0009 0
Si 0.0014 -0.0011 0.0042
Si -0.006 -0.0031 0.0015
Si -0.0005 0.0014 -0.0027
Si 0.0021 -0.0131 0.0007
Si -0.003 0.0004 -0.0013
Si 0.0002 0.0075 -0.0029
Si 0.0002 -0.0001 -0.0019
Si -0.0001 0.0001 -0.0011
Si -0.0012 0.0036 -0.0002
Si -0.0018 -0.0005 -0.0009
Si -0.0017 0.001 -0.0012
Si 0.0015 -0.0005 -0.001
Si 0.0276 0.0222 -0.0129
Si -0.0537 0.0073 -0.0677
Si 0.0625 -0.1004 -0.0201
Si 0.0136 0.074 -0.0307
Si -0.013 0.0587 -0.0738
Si 0.0834 -0.0854 0.0247
Si -0.1772 -0.0349 0.0306
Si 0.0013 -0.0215 0.0068
Si 0.0602 -0.0104 0.1125
Si -0.0544 0.0659 -0.0827
Si -0.0622 -0.0035 0.0758
Si 0.076 -0.0316 0.0229
Si -0.0372 0.1742 -0.1349
Si 0.0643 -0.067 0.1061
Si 0.0537 -0.1107 -0.0173
Si -0.0338 0.052 0.0583
Si -0.0005 0.0006 0.0009
Si -0.0007 0.0008 -0.0013
Si 0.0011 -0.0014 -0.0004
Si 0 -0.0001 0.0003
Si -0.0005 0.0006 -0.001
Si 0.0006 -0.0003 0.0009
Si 0.0003 -0.0005 0.0003
Si 0.0006 -0.0007 -0.0008
Si -0.0012 0.0014 -0.0027
Si 0.0009 -0.0009 0.0006
Si -0.0011 0.0029 -0.0038
Si 0.0006 -0.0017 0.0017
Si 0.0003 -0.0002 0.002
Si -0.0011 0.0008 -0.002
Si 0.0025 0.0002 0.0021
Si -0.0023 0.0013 -0.0023
Si 0.0017 -0.0013 0.0068
Si -0.0008 0.0029 -0.003
Si 0.0005 -0.0019 0.0059
Si -0.001 0.0017 -0.0015
Si -0.0022 0.001 -0.0015
Si 0.0024 -0.0002 0.0061
Si -0.0031 0.0001 -0.0029
Si 0.0008 -0.0014 0.0063
Si -0.0033 0.003 0.0018
Si 0.0034 -0.004 0.0017
Si 0.0019 -0.0019 0.0001
Si -0.0028 0.0042 0.0029
Si 0.0023 -0.003 0.0017
Si -0.0026 0.0034 0.001
Si -0.0019 0.0034 0.002
Si 0.0029 -0.0026 0.0011
Si 0.0016 -0.0002 -0.0074
Si 0.0002 -0.0012 -0.0023
Si 0.0031 -0.0001 -0.0042
Si -0.0018 -0.0024 -0.0073
Si 0.0002 -0.0019 -0.0036
Si -0.0008 0.0017 -0.0085
Si -0.0002 -0.001 -0.007
Si 0.0021 -0.0005 -0.0072
O 0.0002 0.0008 0.0042
O -0.0016 0.002 0.0024
O 0.0301 -0.0321 -0.0064
O -0.0003 -0.0002 0.0022
O -0.0012 0.001 0.002
O 0.0017 -0.0057 0.0025
O 0.0024 -0.0077 -0.0032
O -0.0002 0.0006 0.0002
O 0.0001 -0.0003 -0.0004
O 0.0012 -0.0006 0.0016
O 0.0002 -0.0005 0.0016
O 0.0012 -0.0006 0.0021
O 0.0007 -0.0003 0.0025
O -0.0004 0.0001 0.0018
O 0 0.0004 -0.0004
O -0.0022 0.0026 -0.0068
O -0.0002 0.0063 -0.0049
O -0.0003 -0.0023 0
O -0.0112 0.0055 0.02
O 0.0006 0 0.0013
O -0.0123 0.0422 -0.0033
O 0.0045 -0.0033 0.0008
O 0.0267 -0.0344 0.0282
Si 0.0036 0.0037 0.0002
Si 0 -0.0002 -0.0003
Si -0.0002 0.0005 -0.0005
Si -0.0036 0.0482 -0.0118
Si 0 0 -0.0005
Si -0.0002 0.0006 -0.0004
Si 0.0001 0.0001 0.0002
Si 0.0002 -0.0014 -0.0008
Si -0.0009 0.0009 0.0002
Si 0.0007 0.0006 0.0005
Si 0.0002 -0.0005 0.0008
Si -0.0011 -0.0001 0.0011
Si -0.0006 0.0003 -0.0011
Si 0.0033 -0.0013 0.0139
Si -0.0001 0.0008 -0.0015
Si -0.0007 -0.0013 -0.0012
Si 0.0002 0.0002 0
Si 0.0161 0.0028 0.0007
Si 0.0002 0.001 -0.0005
Si -0.0001 -0.0003 -0.0008
Si 0 -0.0001 0.0003
Si 0 -0.0002 -0.0001
Si -0.0011 -0.0004 0
Si -0.0004 0.0009 -0.0005
Si -0.0004 0.0002 -0.0007
Si 0.0006 -0.0004 0.0007
Si 0.002 0.0005 -0.0024
Si 0.0001 -0.0002 -0.0005
Si -0.0001 -0.0002 -0.0005
Si 0.0007 0.0005 0.001
Si 0.0003 0.0003 0.0001
Si 0.0005 0.0003 0.0003
Si 0.0003 0.0001 -0.0008
Si -0.0001 -0.0002 -0.0007
Si 0.0004 0.0002 -0.0003
Si -0.0004 -0.0032 0.0015
Si -0.0006 -0.0007 0.0017
O 0.0002 0.0001 0.0003
O 0.0002 0.0002 -0.0004
O 0.0005 0.0002 0
O -0.0002 0 -0.0004
O 0.0009 0.0001 -0.0002
O 0.0001 0.0002 0.0005
O 0 0.0004 -0.0003
O -0.0003 -0.0004 -0.0003
O -0.0045 -0.0006 0.0046
O 0.0002 0.0005 0.0004
O 0.0002 0.0001 0.0003
O -0.0008 0.0002 0.0003
O 0.0002 0.0001 0.0006
O 0.0024 -0.0045 -0.0023
O -0.0002 0.0002 0.0001
O 0 -0.0002 -0.0043
O -0.0003 0.0002 -0.0002
O -0.0002 -0.0003 -0.0013
O -0.0001 0.0004 0.0005
O -0.0143 -0.0173 -0.0067
O -0.0004 0.0006 -0.0002
O 0.0004 0.0003 -0.0003
O 0.003 -0.0002 0.0016
O -0.0002 -0.0004 -0.0006
O -0.0069 -0.0006 -0.0034
O 0.0001 0 -0.0005
O 0.0026 -0.0029 -0.0028
O 0.0004 0 -0.0004
O 0 0.0001 0.0004
O 0.0004 0.0002 -0.0005
O 0.0003 -0.0004 0.0005
O 0.0007 0.0005 0.0002
O 0 0 0.0001
O 0 -0.0004 0.0001
O 0.0001 0.0001 0.0002
O 0.0005 0.0004 -0.0003
O 0.0001 0.0002 0.0004
O 0.0003 0.0004 -0.0003
O 0.0001 0 0.0002
O 0 0 0.0004
O -0.0001 0.0001 0.0008
O 0.0001 0.0004 0.0004
O -0.0001 0.0005 -0.0001
O 0.0001 0.0003 0.0002
O -0.0001 0.0003 0.0001
O -0.0001 -0.0002 0.0002
O -0.0001 0.0001 0
O 0 -0.0006 -0.0005
O 0.0002 0 0.0002
O -0.0006 -0.001 0.0006
O -0.0045 -0.0026 0.0034
O 0.0002 -0.0001 0.0003
O 0 0.0001 0
O -0.0002 -0.0001 0.0001
O 0.0001 0 0.0005
O 0.005 0.009 0.0049
O 0.0001 0.0001 0.0002
O 0.0002 0 0.0004
O -0.0003 0.0006 -0.0004
O 0.0002 0 0.0002
O -0.0149 -0.0182 0.0384
O -0.0002 0.0001 0.0001
O 0.0002 0.0004 -0.0011
O 0.0002 0 0.0003
O 0.0003 0 0.0005
O 0 -0.0001 0.0004

The program warned: the cutoff lies below the one the program advises for these potential files; the forces do not sum to zero within the program's tolerance; the exchange-correlation potential is rough where the density is thin.
